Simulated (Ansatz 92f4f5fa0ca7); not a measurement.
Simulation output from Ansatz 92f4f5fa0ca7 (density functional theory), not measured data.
Periodic cell of 186 atoms, Si104O82, from a study of silicon, its oxide and their interface. The atomic structure is a simulated model.

Settings
functional: PBE
potential files: Ansatz PAW
basis: plane waves
wave-function cutoff: 700 eV
density cutoff ratio: 5
exchange-correlation grid ratio: 2
k mesh: 2 x 2 x 1, shifted by 0.5 0.5 0.5 of a step
self-consistency stop: 5e-08 eV per atom in the density residual
occupations: Fermi-Dirac, 0.05 eV
spin: none
net charge: 0

Cell vectors (angstrom)
a, 11.7072, 0.0538, 0.2264
b, 0.1045, 11.6347, -0.1413
c, -1.5937, 0.2332, 23.5518

Atoms and the computed forces on them: element, x, y, z (angstrom), force x, y, z (eV/angstrom)
Si, -0.9434, -0.6435, 0.8104, 0.7143, -0.2076, -1.7328
Si, -0.8669, 2.5049, 0.2908, -0.1627, -0.3369, -1.1366
Si, -0.9565, 7.9131, 0.234, -0.613, -1.4344, -0.5398
Si, 3.0975, -0.1085, 0.6418, 0.5982, -4.1821, -1.55
Si, 3.2967, 2.9807, 0.6429, -1.0893, -0.9736, -0.2945
Si, 3.3263, 7.4936, 0.0128, -0.1905, 0.0708, 1.68
Si, 7.0444, -0.4569, 0.9854, -0.0649, -1.0842, -1.1138
Si, 7.0602, 2.6046, 0.4163, 0.0037, 1.6287, -1.6909
Si, 7.2028, 7.9162, 0.7136, -1.2635, 3.8822, 1.8991
Si, 1.1818, -0.6412, 1.9256, -0.8527, -0.0107, -0.1463
Si, 1.0745, 3.3416, 1.6776, 0.1927, -0.0299, -1.173
Si, 1.1285, 7.4231, 1.3652, 0.88, 0.2197, 0.2298
Si, 5.0241, -0.5768, 2.0144, -0.5854, 0.0145, 0.3949
Si, 5.223, 3.316, 1.774, 0.7646, 0.5727, 0.6074
Si, 5.126, 7.2306, 1.6978, -0.1138, 1.1167, -0.5476
Si, 8.8998, -0.4667, 2.3361, 0.0534, -0.6493, 0.0213
Si, 8.9277, 3.1999, 1.7705, 0.1633, 0.1244, 0.2221
Si, 9.0478, 7.562, 2.003, 0.2326, -1.1856, 0.5156
Si, 1.1142, 1.4807, 3.0962, 0.4877, -0.7714, 1.0416
Si, 1.1711, 5.3881, 2.8267, 0.0645, 0.4088, 0.2414
Si, 1.2346, 9.085, 3.1471, -0.0149, 0.0089, -0.4235
Si, 5.0676, 1.4831, 3.2692, 0.0269, -0.5295, 0.2635
Si, 5.2186, 5.3825, 3.0535, -0.114, -1.1236, 0.2357
Si, 5.0387, 9.0724, 3.2144, 0.712, 0.3196, -0.1793
Si, 8.8906, 1.4952, 3.4423, 0.7431, 0.7121, 0.6812
Si, 9.0045, 5.3164, 3.0966, 0.6583, 0.155, -0.6338
Si, 9.0199, 9.234, 3.5124, 0.0752, 0.5562, 0.0684
Si, -0.7812, 1.4382, 4.553, -0.3162, 0.1454, 0.115
Si, -0.7267, 5.3271, 4.2845, -0.3762, 0.9807, -0.1165
Si, -0.7108, 9.1495, 4.4837, 0.2805, 0.7014, 0.5066
Si, 3.1247, 1.4673, 4.5943, -0.6206, -0.7997, -0.4165
Si, 3.171, 5.3091, 4.3484, -0.0873, 0.2059, -0.2132
Si, 3.1564, 9.1838, 4.5569, -0.3558, -1.103, 0.0808
Si, 6.9493, 1.4111, 4.7374, -0.2458, 0.6689, -0.2579
Si, 7.1281, 5.2338, 4.4581, -0.5548, 0.9941, 0.3363
Si, 7.0352, 9.2396, 4.6614, -0.7812, -1.3819, -0.472
Si, -0.8516, -0.5338, 6.0213, 1.1322, -0.1083, -1.0164
Si, -0.7713, 3.5456, 5.7464, -0.2334, -1.0815, -0.1382
Si, -0.7723, 7.2726, 5.8499, 0.7726, -1.0136, -0.2773
Si, 3.0822, -0.565, 6.019, 0.0222, 0.98, -0.4679
Si, 3.066, 3.4119, 5.8183, 0.7801, 0.3871, -0.409
Si, 3.16, 7.1638, 5.9136, 0.0812, 0.3555, -0.2056
Si, 6.8925, -0.512, 6.0447, 0.199, 0.4463, 0.9316
Si, 6.9681, 3.4616, 5.9563, 0.2631, -0.6966, 0.1564
Si, 7.1635, 7.1961, 5.9204, -0.4197, 0.1379, -0.3343
Si, 1.1825, -0.6122, 7.3295, -0.8455, -0.5225, 0.5702
Si, 1.1613, 3.4271, 7.0475, -0.6285, -0.0074, 0.8636
Si, 1.1924, 6.9732, 7.2923, 0.0386, 0.7082, -0.2251
Si, 4.9626, -0.4874, 7.4301, 0.4517, -0.6187, 0.7351
Si, 4.9727, 3.4588, 7.2348, 0.1989, -0.407, 0.7433
Si, 5.1961, 7.362, 7.2539, 0.0986, -0.7, -0.5382
Si, 8.8742, -0.5928, 7.3846, -0.9067, 0.4856, 0.6033
Si, 8.9685, 3.4567, 7.2979, -0.2268, 0.8195, 0.1548
Si, 9.0193, 7.2512, 7.3761, -0.618, 0.4835, 0.0307
Si, 1.0159, 1.5106, 8.3736, 0.9308, -0.0293, 0.0855
Si, 1.3054, 5.0767, 8.7174, 0.6328, 0.0406, 0.2674
Si, 1.3146, 8.927, 8.6505, -0.3214, 0.6934, 0.273
Si, 4.9542, 1.4412, 8.7935, -1.0356, 0.5345, -0.3588
Si, 5.2002, 5.4303, 8.5521, 0.4126, -0.0532, -0.1672
Si, 5.2714, 9.1197, 8.7776, -0.2093, 0.8083, 0.2377
Si, 8.8209, 1.4947, 8.5605, 0.9099, -0.6246, 0.7234
Si, 9.0031, 5.4446, 8.7807, 0.9373, -1.0593, -0.011
Si, 8.8938, 9.1849, 8.7398, 0.2856, 0.1172, 0.5657
Si, -0.8236, 1.0643, 9.6971, -1.7133, -1.8788, -1.1589
Si, -0.6917, 5.1014, 9.9363, -1.3362, -1.25, -0.3254
Si, -0.8186, 9.4057, 9.8152, -0.2926, 0.6899, -0.521
Si, 2.7719, 1.4764, 9.9295, -0.3931, -0.5488, 0.278
Si, 3.4668, 5.5653, 9.9849, -0.7363, 0.3054, 1.3717
Si, 3.3209, 8.6959, 10.016, 0.373, -0.1393, 0.6336
Si, 6.9332, 1.8193, 9.9322, 1.0574, -0.3301, 1.9114
Si, 7.064, 5.0378, 9.9845, 0.2586, 0.3835, 1.526
Si, 7.1281, 9.216, 10.4434, 0.3355, -0.058, -0.5026
Si, 6.9872, 0.1473, 12.6624, 0.8315, -0.0566, -1.0208
Si, 4.7868, 1.6907, 14.1247, -0.1339, -1.4429, 2.2562
Si, 3.2143, 5.9031, 19.9106, -1.5412, -0.9127, -0.8314
Si, 11.502, 11.2593, 15.3669, -0.0838, -0.2622, 0.2755
Si, 0.1959, 4.0325, 16.7142, -0.9841, -1.3705, -0.7613
Si, 2.4703, 10.6381, 11.7216, 1.6363, 2.8157, 1.2784
Si, -1.0874, 2.5961, 12.0416, 1.2857, 2.0007, 1.4876
Si, 7.6284, 6.7501, 12.4242, 3.8432, -1.7862, -0.2583
Si, 0.3695, 8.5894, 19.4297, 3.8793, -1.1723, 2.4607
Si, 1.7326, 6.6986, 17.4391, -1.0523, 0.0424, -3.1152
Si, -0.1272, 9.2725, 12.7111, -2.113, -3.208, -1.4781
Si, 7.2958, 11.3453, 18.4597, -0.6574, -2.4494, -1.4313
Si, 6.7909, 2.8283, 18.558, -2.2997, -1.4314, -1.1213
Si, 2.7267, 11.462, 14.63, 1.5074, -1.8825, -3.0652
Si, 5.8524, 4.4229, 20.9899, -3.1919, -2.9521, 1.1426
Si, 3.3992, 8.4757, 15.535, -1.3988, 0.2211, -1.1105
Si, 11.9052, 13.8439, 19.1655, -3.1533, -2.0506, 4.8389
Si, -0.8527, 6.3932, 12.6316, -0.3107, 1.6549, 0.1608
Si, 3.2484, 3.6, 12.148, -1.9874, -6.0697, 1.2941
Si, 12.5384, 4.079, 13.9931, -0.4794, -1.7063, 1.0103
Si, 9.1294, 1.4547, 14.3972, 0.0087, -1.1927, -0.8156
Si, -1.2153, 3.4655, 21.4475, 0.8099, -2.2879, -1.7678
Si, 7.079, 7.0731, 21.9836, 0.5361, -0.8275, 1.4239
Si, 6.0767, 4.0953, 15.9136, -0.9281, -3.9357, 0.2967
Si, 5.8608, 9.3338, 20.1357, 3.164, -0.7608, 1.8364
Si, 5.804, 6.8602, 15.0395, -1.1182, 2.9158, -2.085
Si, 3.0395, 8.7632, 21.0369, -2.9386, 4.3812, -0.1821
Si, 12.2729, 6.0491, 21.5043, 0.6698, 0.9004, -0.5405
Si, 5.7841, 8.8396, 17.2913, 0.6007, 3.4445, -2.6515
Si, 8.6839, 3.421, 16.5767, 2.8633, 0.235, 0.619
Si, 1.3406, 13.3646, 21.6647, -0.9198, 1.3746, 1.1482
Si, 10.4291, 10.9987, 18.3135, 9.5705, -0.1081, 0.8348
O, 13.0277, 6.43, 22.9588, -0.5113, -0.8089, -1.4182
O, -2.6048, 3.4455, 22.2476, -0.4921, -0.4102, 1.719
O, -0.3388, 2.2299, 22.1921, 0.586, 0.5675, -0.3154
O, -1.0224, 9.4429, -0.3159, 0.4897, 2.379, 0.7994
O, 11.2806, 12.415, 18.7804, -1.3276, -2.2764, -0.9782
O, 13.0673, 11.8111, 15.5382, -3.5453, 0.115, 1.1338
O, 4.249, 9.0799, 16.7685, 0.5039, 0.1271, 0.9037
O, 10.5966, 14.6893, 19.9239, 1.301, -0.2019, 0.2999
O, 6.4548, 7.7445, 16.3053, 0.0182, -1.3263, -0.8488
O, 2.7276, 11.6814, 12.9614, -0.3766, -0.4048, 0.5672
O, 12.3431, 2.9994, 18.137, 1.0079, 3.0579, -4.2027
O, 3.0288, 1.3538, 1.0578, -0.0092, 4.9878, 1.1811
O, 6.9716, 8.4528, 21.1848, -1.5431, 1.1103, -2.3572
O, 5.7174, 8.4307, 18.7944, 0.0475, -1.0638, 2.1081
O, 6.8592, 5.6038, 21.1357, 1.7405, 3.558, 1.0561
O, 4.4093, 4.8729, 20.2209, 0.7101, 0.375, 0.401
O, 7.0597, 0.9964, 0.0631, 0.0154, -1.1218, 0.2776
O, 6.6572, 10.347, 17.2026, -0.0731, -0.8078, 1.2783
O, -0.4709, 6.2499, 11.0472, 0.3911, 0.6478, 0.3245
O, 8.9774, 11.1465, 18.413, -8.4881, 1.117, 0.7574
O, 11.4247, 5.2288, 13.7256, 0.3459, -0.9935, 0.6631
O, 5.2736, 5.3743, 15.3976, -0.0021, 0.2258, 0.147
O, -2.4536, 6.5589, 12.7445, -1.4998, 0.12, -0.3996
O, 2.5566, 11.5656, 10.4007, -0.2221, 1.1625, -0.8227
O, 3.9801, 4.6344, 11.389, 3.0845, 5.6432, -5.1024
O, -0.6818, 11.0194, 9.456, 0.191, 0.8258, 0.1968
O, -1.0469, 1.1926, 11.3203, 0.3786, -0.9862, -0.6078
O, 10.6687, 12.5241, 14.7902, 0.0206, -0.1989, 0.0278
O, 8.4948, 2.0119, 15.7759, -0.3759, 0.3314, 0.4189
O, 11.2441, 10.04, 14.2851, -0.0431, 1.9079, 1.8585
O, 3.6251, 9.5745, 11.4798, 0.5939, -1.9323, -1.413
O, -1.2997, 9.284, 11.4244, 1.5796, -0.1396, 1.0672
O, 7.4522, 7.8442, 11.3135, -0.4799, 2.1294, -1.5069
O, 5.7329, 2.7053, 14.9595, 0.5784, 2.0009, 1.3743
O, 7.6626, 4.4581, 15.8533, 0.1249, 0.3982, 0.0449
O, 1.151, 9.8345, 11.9806, -0.7841, -0.4416, -0.3391
O, -0.0364, 7.6761, 13.2611, -0.1957, 1.0438, -1.3037
O, 2.253, 4.3303, 13.0788, -2.0547, 1.817, 2.2059
O, 5.6524, 0.4588, 13.5147, 0.0737, -0.4141, -0.2029
O, 4.1127, 2.5505, 12.9968, 0.1686, 0.3142, -0.3337
O, 7.2494, 5.3854, 11.6657, -0.6864, -0.8084, -1.6366
O, 6.9378, 3.4357, 10.0863, -0.2102, -0.474, 0.0764
O, 1.7985, 9.4162, 20.0463, 0.1807, -1.9754, 0.3569
O, 10.9448, 10.6367, 16.7987, 0.1683, 0.5123, -0.426
O, 3.3735, 7.2743, 20.7932, 0.8177, -3.2764, -1.0407
O, -1.2225, 3.7328, 10.8304, 0.6824, -0.0208, 0.3482
O, 5.7386, 3.5786, 17.4869, 0.7908, 0.3087, -0.7421
O, -1.45, 3.9738, 16.2857, -0.1396, -0.6101, 0.789
O, 8.2708, 0.1825, 13.7212, -0.0478, 0.7543, 0.1176
O, 0.643, 5.5048, 17.0761, 0.6235, 1.3382, 0.9695
O, 8.6076, 7.0937, 22.7838, -1.3711, 0.4681, -0.3853
O, 8.2954, 3.142, 18.1738, 1.488, 0.7496, -1.5683
O, 2.8828, 9.8088, 14.6801, 0.2295, -0.6692, 1.1134
O, 1.6955, 5.2517, 20.2957, 0.6588, 1.0672, 0.3679
O, 0.8493, 7.8558, 18.0743, -0.644, 0.5335, 0.745
O, 4.3543, 7.649, 14.525, 2.5545, -1.1444, 0.4792
O, 7.2318, 1.3359, 11.5799, -0.519, 0.5363, -1.9809
O, 7.057, 3.4396, -1.1049, 0.3695, 0.1607, 0.1986
O, -0.6556, 4.966, 21.4616, 0.6093, 1.0154, 0.6049
O, 6.686, 10.7175, 19.8476, -0.0455, -0.3352, 0.0764
O, 6.889, -1.2179, 11.7062, -0.03, 0.2231, 0.6003
O, 6.8303, 6.9653, 13.7266, -2.6018, 0.1601, 3.9175
O, 3.2236, 7.1252, 10.5842, 0.2689, -0.821, -0.4618
O, 3.7597, 0.8418, 15.2299, 1.5201, 1.6521, -0.3969
O, 6.4126, 3.2401, 20.0257, 0.0505, 0.639, 1.2797
O, 12.778, 3.6982, 15.6183, -0.4346, 0.3577, -1.4941
O, 2.4544, 2.6019, 11.1074, 0.0457, -0.3562, -0.9971
O, -0.9499, 0.8351, -0.1036, 0.0075, -0.2321, 1.1004
O, 4.4368, 9.6006, 20.7839, -1.2779, 0.1559, 0.6653
O, 3.7159, 2.7638, -0.9716, -0.7017, -0.9384, -0.676
O, 6.6797, 12.8067, 18.3229, 0.5586, 1.1702, -0.2026
O, 7.3298, 6.9535, -0.4962, 1.7405, -2.7055, -3.9359
O, 2.2414, 7.3668, 15.9936, 0.4528, 0.5124, 0.6
O, 0.3072, 2.6294, 13.0329, -1.4875, 1.0936, -0.9527
O, 3.0196, 6.2201, 18.2438, 1.4679, -0.6028, 2.4206
O, 7.1807, 9.6241, 0.0825, 0.106, -0.7864, 0.8863
O, 3.9763, 8.6672, -0.9709, 0.3341, -0.3068, -0.3994
O, 1.6213, 11.8793, 22.3404, 0.0666, 0.3598, 0.1076
O, 11.6747, 7.4604, 20.812, 0.5054, 0.0416, -0.3557
O, -2.3683, 2.6176, 13.0695, 0.0156, -0.3853, 0.4656
O, 11.0325, 9.7358, 19.3698, -3.016, 3.0771, -1.6458
O, 13.0857, 13.5121, 20.2798, 0.554, 0.0744, -0.2827

Results
free energy: -112750.219 eV
free energy less fixed offsets of O -569.03, Si -635.61 eV per atom: 13.681 eV
pressure: -0.59 GPa
stress xx, yy, zz, yz, xz, xy (GPa, positive in tension): -0.05, 0.68, 1.15, -1.17, 2.51, 0.86

The program warned: the cutoff lies below the one the program advises for these potential files.
